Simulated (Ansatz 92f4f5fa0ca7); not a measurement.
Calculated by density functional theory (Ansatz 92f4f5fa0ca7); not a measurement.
Periodic cell of 272 atoms, Si165O105As2, from a study of silicon, its oxide and their interface. The atomic structure is a simulated model.
Doubt: the cutoff is far below the 930 eV that the study's wrapper takes by default for these files, so forces and energies are approximate.

Settings
functional: PBE
potential files: Ansatz PAW
basis: plane waves
wave-function cutoff: 580 eV
density cutoff ratio: 5
exchange-correlation grid ratio: 1
k mesh: 1 x 1 x 1, Gamma-centred
self-consistency stop: 5e-08 eV per atom in the density residual
occupations: fixed
spin: none
net charge: 0

Cell vectors (angstrom)
a	11.6015	0	0
b	0	13.3963	0
c	0	0	29.8085

Atoms: element, x, y, z (angstrom)
Si	11.5479	0.1798	22.8976
Si	3.9156	0.1522	23.0193
Si	7.6692	0.1184	23.1385
Si	2.0679	3.4509	22.8844
Si	5.9015	3.6791	23.0013
Si	9.7589	3.5308	23.023
Si	11.6623	6.8585	23.06
Si	3.9588	7.032	23.1735
Si	7.7919	6.881	23.2333
Si	2.0364	10.2359	23.2398
Si	5.8606	10.0946	23.2858
Si	9.8491	10.0857	23.2174
Si	11.6953	2.3823	23.7529
Si	3.9972	2.3998	23.7534
Si	7.7895	2.4093	23.7718
Si	2.0316	5.7051	23.692
Si	5.833	5.8032	23.9815
Si	9.741	5.7246	23.8887
Si	11.7556	9.024	24.0192
Si	3.9074	9.1321	24.1679
Si	7.8525	9.0817	24.0087
Si	1.9135	12.5062	23.7939
Si	5.7769	12.3713	23.9187
Si	9.6826	12.3944	23.7819
Si	11.6443	2.2933	26.1706
Si	3.9174	2.3049	26.169
Si	7.7605	2.3123	26.1806
Si	1.9803	5.6202	26.1383
Si	5.8223	5.6574	26.3196
Si	9.7135	5.636	26.2552
Si	11.6683	8.9761	26.346
Si	3.8862	9.0109	26.4556
Si	7.7956	9.0017	26.3398
Si	1.9277	12.3839	26.1985
Si	5.8004	12.3294	26.2789
Si	9.6878	12.3446	26.1875
Si	1.9717	1.1938	27.0152
Si	5.8309	1.1817	27.0195
Si	9.693	1.179	26.9987
Si	11.6512	4.5088	27.0114
Si	3.8843	4.5079	27.032
Si	7.7685	4.518	27.0432
Si	1.9664	7.8097	27.0761
Si	5.8485	7.8823	27.0885
Si	9.7172	7.8527	27.0715
Si	11.6181	11.2386	27.0362
Si	3.8486	11.2652	27.0741
Si	7.7629	11.2391	27.0532
Si	1.9336	1.1164	29.4135
Si	5.8008	1.1164	29.4135
Si	9.6679	1.1164	29.4135
Si	0	4.4654	29.4135
Si	3.8672	4.4654	29.4135
Si	7.7343	4.4654	29.4135
Si	1.9336	7.8145	29.4135
Si	5.8008	7.8145	29.4135
Si	9.6679	7.8145	29.4135
Si	0	11.1635	29.4135
Si	3.8672	11.1635	29.4135
Si	7.7343	11.1635	29.4135
Si	0	0	0.3944
Si	3.8672	0	0.3944
Si	7.7343	0	0.3944
Si	1.9336	3.3491	0.3944
Si	5.8008	3.3491	0.3944
Si	9.6679	3.3491	0.3944
Si	0	6.6981	0.3944
Si	3.8672	6.6981	0.3944
Si	7.7343	6.6981	0.3944
Si	1.9336	10.0472	0.3944
Si	5.8008	10.0472	0.3944
Si	9.6679	10.0472	0.3944
Si	11.5609	-0.0323	2.7514
Si	3.8632	-0.0712	2.7881
Si	7.6782	-0.089	2.7731
Si	1.9435	3.2758	2.7477
Si	5.8144	3.3053	2.764
Si	9.6547	3.3043	2.784
Si	11.5777	6.6471	2.7618
Si	3.8671	6.6282	2.745
Si	7.745	6.6553	2.7679
Si	1.9329	10.0045	2.7525
Si	5.8301	10.0427	2.7733
Si	9.6852	9.9893	2.7543
Si	11.6009	2.1891	3.5543
Si	3.8912	2.1577	3.5339
Si	7.72	2.1282	3.5306
Si	1.9049	5.5043	3.4893
Si	5.8135	5.5429	3.5584
Si	9.6588	5.5284	3.6139
Si	11.6172	8.8802	3.5691
Si	3.9017	8.8771	3.4374
Si	7.7528	8.8847	3.555
Si	1.8773	12.2383	3.5322
Si	5.7655	12.2196	3.7449
Si	9.6321	12.2092	3.5236
Si	11.6323	2.0882	5.9217
Si	3.8941	2.0772	5.8891
Si	7.6937	2.0077	5.8896
Si	1.8663	5.4134	5.8305
Si	5.8109	5.489	5.9312
Si	9.647	5.4499	6.014
Si	11.6603	8.8439	5.952
Si	3.9253	8.8116	5.7576
Si	7.7944	8.8178	5.929
Si	1.8186	12.2325	5.8961
Si	5.7275	12.123	6.2593
Si	9.5918	12.1267	5.8797
As	1.9767	1.0208	6.9186
Si	5.7554	1.0101	6.9614
Si	9.6643	0.936	6.6494
Si	11.5716	4.294	6.7811
Si	3.8361	4.3388	6.536
Si	7.7011	4.2108	6.6241
Si	2.0344	7.6458	6.5125
Si	5.8438	7.7515	6.7004
Si	9.7451	7.7207	6.7524
Si	11.4788	11.0611	6.8037
Si	3.639	10.9585	6.6718
Si	7.7655	10.9812	6.8732
O	9.8819	7.8992	8.4198
O	9.6172	0.8224	8.3392
O	2.9876	10.591	8.1647
O	5.8128	7.901	8.3658
O	5.6241	1.2074	8.6428
O	3.7344	4.3127	8.1832
O	7.6139	3.7589	8.2424
O	-0.0867	4.3011	8.4584
O	11.1514	11.0359	8.453
O	8.1122	10.7698	8.5129
O	2.34	7.5182	8.1231
O	11.4136	0.206	21.2186
O	9.758	3.6308	21.3581
O	4.1464	7.5398	21.5862
O	5.9997	4.1608	21.3863
O	5.7466	9.7558	21.6502
O	2.1378	3.3698	21.2034
O	7.3584	13.4425	21.4993
O	4.012	0.1505	21.3557
O	7.7217	6.9408	21.5819
O	2.1213	10.173	21.5903
O	11.5329	6.9745	21.3991
O	10.1826	9.6618	21.6274
Si	11.5445	6.4801	11.3257
Si	1.5642	10.3592	16.2446
Si	0.0645	3.6908	9.9729
Si	8.0797	12.8525	20.1721
Si	2.7675	10.4939	9.769
Si	2.5669	10.3884	20.0472
Si	10.3458	3.6982	19.8371
Si	0.2324	12.7894	17.0831
Si	10.8083	0.6945	19.7678
Si	3.1455	7.7459	16.2433
Si	0.3239	6.4836	19.8997
Si	9.3584	2.5043	14.2772
Si	2.7827	2.5094	11.0073
Si	5.1163	11.9622	15.3554
Si	4.9392	8.6766	20.7065
Si	3.5793	-0.3912	11.2717
Si	5.5722	8.869	14.8068
Si	-0.2662	11.2968	10.0696
Si	9.4556	10.0121	20.213
Si	3.4535	0.044	19.8242
Si	7.416	4.7109	9.5419
Si	2.3654	12.3526	14.1635
Si	6.162	0.6108	10.094
Si	2.7865	2.893	19.7631
Si	5.6784	4.424	13.6222
Si	7.4635	0.1838	15.5849
Si	9.602	11.3102	15.1949
Si	1.9661	6.5822	13.559
Si	2.7806	3.5259	13.9809
Si	11.696	9.1631	18.4029
As	11.1795	0.8585	9.2526
Si	9.0872	7.3317	9.7278
Si	8.6377	8.532	14.5939
Si	4.7613	7.159	12.3497
Si	2.966	5.6216	18.7604
Si	2.4842	7.4201	9.7192
Si	6.2386	8.4376	9.8467
Si	4.2588	4.7519	9.6413
Si	9.3138	10.4441	12.2806
Si	5.9397	13.0132	17.9594
Si	7.9664	4.922	18.3606
Si	8.2647	5.379	15.1937
Si	7.3028	11.0817	9.9182
Si	5.3799	4.1914	19.8721
Si	0.757	1.4816	15.0273
Si	7.5488	7.5182	20.079
Si	7.6208	2.7855	11.8377
O	3.3888	6.0802	10.0801
O	1.9072	2.66	15.0671
O	-0.7255	12.861	10.3979
O	8.366	8.8885	19.8414
O	2.4127	1.3046	19.5117
O	8.1064	5.2792	16.7955
O	2.7358	11.9772	19.6946
O	7.136	8.7572	15.1845
O	1.2749	0.1768	14.1723
O	4.3585	3.79	14.3893
O	4.0971	3.411	10.5908
O	10.9268	2.0618	14.4651
O	11.3766	4.8635	11.0736
O	10.8311	11.9955	16.0361
O	8.8909	6.881	14.7688
O	1.6042	3.2065	10.149
O	8.3905	5.9603	9.2204
O	11.1399	2.2906	19.5195
O	5.3533	7.6208	10.9159
O	11.4159	7.586	18.7821
O	7.8428	8.2809	10.1728
O	10.0863	7.1462	11.0039
O	9.1901	4.0897	14.7234
O	8.8268	11.4652	20.5182
O	10.5381	10.3543	11.1701
O	8.3495	12.2083	15.7419
O	4.43	2.8686	19.8086
O	4.6501	0.2176	18.7314
O	10.4661	10.0832	18.9441
O	6.7917	0.6666	17.0158
O	0.4943	6.8046	12.8476
O	0.9975	7.1528	10.2989
O	3.1287	7.1932	12.5683
O	3.9425	9.551	19.763
O	6.7501	5.1582	14.6076
O	0.5438	0.9038	16.5382
O	1.5358	11.7783	17.1005
O	5.4151	8.2688	13.3183
O	2.9918	12.381	12.6577
O	6.3898	3.1786	12.8468
O	2.7925	9.3203	16.5921
O	5.997	7.8927	19.7474
O	1.9461	6.3848	19.7765
O	1.4377	9.6858	19.1388
O	9.4747	9.6794	15.4685
O	3.0129	8.9195	10.2108
O	8.8978	9.009	13.021
O	2.1319	7.3065	15.017
O	9.1318	3.866	18.7727
O	4.714	7.884	15.799
O	7.2255	1.6022	10.8068
O	8.1125	6.3566	19.108
O	5.845	5.126	9.6428
O	6.9765	-0.9403	19.0657
O	10.7264	2.3509	10.2229
O	8.937	2.382	12.7045
O	9.7044	11.4559	13.5393
O	6.5597	4.1893	18.754
O	6.0156	10.0553	9.9588
O	1.3025	10.9501	10.32
O	5.1384	10.4461	14.7479
O	1.6883	10.8999	14.6615
O	11.3542	13.0679	18.6137
O	5.4331	11.8214	16.9588
O	8.075	10.9955	11.3605
O	11.3014	5.0039	19.6303
O	8.3523	1.453	15.0665
O	2.4205	4.0427	18.6105
O	3.7348	11.6844	10.3325
O	9.1743	0.569	19.705
O	2.6508	2.6478	12.6171
O	3.6341	12.6171	15.1596
O	7.964	4.0945	10.9332
O	5.0586	0.309	11.2738
O	4.4225	5.482	19.4999
O	6.1886	13.0299	14.674
O	3.0442	6.5679	17.4019
O	2.6846	0.8869	10.7026
O	0.2876	9.4399	16.7884
O	5.2043	5.6065	12.5977
O	2.0947	4.9786	13.7712
O	6.8436	12.6059	9.7014

Results
free energy: -174314.384 eV
free energy less fixed offsets of As -4856.12, O -568.88, Si -635.61 eV per atom: 5.906 eV

Forces (eV/angstrom), in the order of the atoms: element, x, y, z
Si	-0.0007	-0.0017	0.0012
Si	-0.0022	-0.0029	-0.0007
Si	-0.0028	-0.0046	0.0024
Si	-0.006	0.0035	-0.0011
Si	-0.0004	0.0009	-0.0002
Si	0.0026	0.0013	-0.0009
Si	-0.0035	-0.0015	-0.001
Si	-0.002	0.0011	0.0007
Si	-0.0012	0.0001	-0.0015
Si	0.0016	0.0023	-0.0014
Si	-0.0041	0.0022	-0.0018
Si	0.0003	0.002	-0.0003
Si	-0.0008	-0.0017	0.0002
Si	0.0009	-0.0027	-0.0001
Si	-0.002	0.0003	-0.0011
Si	0.0033	-0.0021	0.0003
Si	-0.0002	0.0002	0
Si	0.0002	0.0002	-0.0001
Si	-0.002	-0.0006	-0.0005
Si	0.0009	-0.0028	0
Si	0.0006	-0.0026	-0.0024
Si	-0.0015	0.0007	0.0004
Si	0.0001	0.0021	0.0007
Si	0.0011	0.0018	-0.0003
Si	-0.0009	0.0023	-0.0003
Si	-0.0011	0.0027	0.0012
Si	-0.0003	0.0007	0.001
Si	-0.0017	0.0019	0.001
Si	-0.0001	-0.0004	0.0017
Si	-0.0032	-0.0027	0.0012
Si	-0.0004	0.0002	0.0025
Si	-0.0015	0.0009	0.0015
Si	-0.0004	0.0014	0.0022
Si	0	-0.0006	0.0002
Si	-0.0017	0.0003	0.0008
Si	-0.0004	0.0005	0.0005
Si	-0.0015	-0.001	-0.0017
Si	0.0008	-0.002	-0.0029
Si	-0.0018	-0.0023	-0.0013
Si	0.0009	-0.0002	-0.0006
Si	-0.0011	0.0003	-0.0019
Si	0.0011	0.0015	-0.001
Si	0.0009	-0.0028	-0.0016
Si	-0.0025	-0.0002	-0.0042
Si	-0.0008	0.0015	-0.0045
Si	-0.0019	0.0008	-0.0006
Si	0.001	-0.0008	-0.0003
Si	-0.0001	-0.0003	-0.0006
Si	0.0627	0.183	-0.1709
Si	0.0533	0.1282	-0.1635
Si	0.0847	0.1013	-0.2412
Si	0.1347	0.0437	-0.179
Si	-0.0685	0.0466	-0.1267
Si	0.0578	0.0267	-0.036
Si	0.0124	-0.1742	0.2659
Si	0.1117	0.0217	0.4324
Si	0.08	-0.0101	0.1452
Si	0.0095	0.1573	-0.0718
Si	-0.0959	0.2955	0.2075
Si	0.0484	0.1867	-0.0264
Si	-0.09	-0.0598	-0.1122
Si	0.0612	-0.2368	0.2032
Si	-0.1921	-0.2391	0.0519
Si	0.0151	-0.153	-0.0732
Si	0.0261	-0.0475	-0.0234
Si	-0.057	-0.0444	0.0936
Si	-0.1111	0.003	0.0533
Si	-0.0213	-0.1378	-0.1072
Si	0.0388	-0.0384	0.0727
Si	-0.0338	-0.0127	-0.1367
Si	0.1233	0.114	0.0243
Si	0.0157	-0.1063	-0.0904
Si	-0.0008	-0.0038	-0.0013
Si	-0.0001	0.0024	-0.0014
Si	-0.0027	0.0039	0.0029
Si	0.0038	-0.0008	-0.0057
Si	-0.0188	-0.0017	0.0036
Si	0.0038	-0.0041	0.0008
Si	0.0016	0.003	-0.0031
Si	0.0075	0.001	0.001
Si	0.0054	0.0011	0.0001
Si	0.0024	-0.0014	0.0021
Si	0.0042	-0.004	-0.0014
Si	0.0016	-0.0086	0.001
Si	-0.007	0.0011	0.0231
Si	0.0002	0.0005	0.0134
Si	0.0054	0.0007	0.0062
Si	-0.0066	-0.001	-0.0022
Si	-0.0059	0.0015	0.0003
Si	-0.0041	-0.0019	0.0027
Si	0.0001	-0.0004	0.0034
Si	-0.0069	0.0017	0.0035
Si	-0.0051	0.0031	-0.0007
Si	-0.0043	0.0043	0.0263
Si	-0.0048	-0.0032	-0.0025
Si	0.0053	0.0028	-0.006
Si	0.0097	-0.0255	-0.0061
Si	0.0033	-0.0091	0.0163
Si	-0.001	0.0019	-0.0139
Si	0.0164	0.0042	-0.0017
Si	0.0032	0.0034	0.0014
Si	0.0098	0.004	0.0013
Si	-0.0012	0.0063	0.0004
Si	0.0122	-0.0109	-0.0028
Si	0.0166	-0.0029	-0.0008
Si	-0.0015	-0.0018	-0.0117
Si	0.0128	0.0015	-0.0013
Si	0.0031	-0.0066	-0.0017
As	0.0034	0.0157	-0.0009
Si	-0.0121	0.0013	-0.0003
Si	-0.0164	0.0129	0.0575
Si	-0.0189	0.0303	0.0053
Si	-0.0137	-0.0065	-0.0056
Si	-0.0065	-0.0068	-0.0014
Si	-0.0144	0.0036	0.0094
Si	-0.0166	0.0055	-0.0043
Si	-0.0087	-0.0035	0.0018
Si	-0.0033	-0.0204	-0.0038
Si	-0.0165	0.0045	0.0129
Si	-0.007	-0.005	0.0095
O	0.0019	0.0019	-0.0037
O	0.0077	-0.0033	-0.0322
O	0.0047	-0.0012	-0.0059
O	0.0015	-0.0006	0.0002
O	-0.0001	0.0039	0.0006
O	0.0031	-0.0008	-0.001
O	0.0018	-0.0023	-0.0083
O	0.0013	-0.0087	0.0085
O	-0.0034	0.0023	0.0053
O	0.0048	0.0056	-0.0042
O	0.0009	-0.0011	-0.0027
O	-0.001	0.0007	-0.0039
O	-0.0023	-0.0009	0.0001
O	-0.0004	-0.0006	-0.0016
O	-0.0007	-0.0005	-0.0004
O	0.0013	-0.0007	-0.0012
O	0.0017	-0.0011	-0.0006
O	0.0001	0.0008	-0.0005
O	0.0004	0.0007	-0.0034
O	-0.0004	-0.0006	-0.0008
O	-0.0012	-0.0009	-0.0017
O	0.0004	0.0002	-0.0005
O	-0.0012	-0.0011	0.0004
Si	-0.001	0.0032	-0.0073
Si	-0.0022	0.0009	0.0023
Si	0.0003	0.006	0.0048
Si	-0.0003	0.0002	0.0007
Si	-0.0088	0.009	0.0029
Si	-0.0014	0.0001	0.0016
Si	0.0002	-0.0002	0.0001
Si	-0.0006	0.0001	0.0015
Si	-0.0001	-0.0022	0.0026
Si	-0.0023	0.0004	0.0036
Si	-0.0002	0.0009	0.0015
Si	0.0025	-0.0021	0.0007
Si	-0.0037	0.0084	-0.0013
Si	-0.0019	0.0017	0.0017
Si	-0.0013	-0.0003	0.0024
Si	0.0015	-0.0035	-0.0028
Si	-0.0029	0.0009	0.0016
Si	0.0077	-0.0123	0.0024
Si	0.0003	-0.0018	0.0005
Si	0.0004	-0.0008	0.0039
Si	0.0017	0.004	0.0005
Si	-0.002	0.0033	-0.005
Si	-0.0026	0.0006	-0.0027
Si	0.0001	-0.0011	0.0016
Si	-0.0011	-0.0025	0.0006
Si	-0.002	0.0009	0.0019
Si	-0.0017	-0.0003	0.0018
Si	-0.0034	-0.0025	-0.0022
Si	-0.0034	-0.0002	-0.0005
Si	-0.0006	-0.0011	0.0014
As	-0.0425	-0.0028	0.0044
Si	0.0018	-0.0003	-0.0054
Si	-0.0003	0.0006	0.0035
Si	-0.0014	-0.001	-0.0023
Si	-0.001	0.0003	0.0023
Si	-0.0019	0.0012	-0.0055
Si	-0.0013	0.0002	-0.0012
Si	-0.0055	-0.0008	-0.0016
Si	0.0015	-0.0004	-0.0024
Si	-0.002	0.0003	0.0002
Si	-0.0011	-0.0002	0.0004
Si	-0.0018	-0.0028	0.0022
Si	-0.0081	0.0028	0.0001
Si	-0.0008	-0.0009	0.0006
Si	-0.0051	-0.0009	-0.0067
Si	0.0009	0.0003	0.0022
Si	-0.0003	-0.002	-0.0013
O	-0.0016	-0.0025	0.0007
O	-0.0012	-0.0004	-0.0006
O	0.0201	0.0171	-0.0177
O	-0.0007	-0.0008	-0.0001
O	-0.0012	0.0006	-0.0013
O	-0.0017	0.0002	-0.0008
O	-0.0009	-0.0012	-0.0008
O	-0.0025	-0.0002	-0.0047
O	-0.0021	-0.0005	-0.0009
O	-0.0016	0.0007	-0.0004
O	-0.0031	0.0033	-0.0001
O	-0.0007	-0.0003	-0.0001
O	-0.0017	-0.0098	-0.0068
O	-0.0013	-0.0002	-0.0008
O	-0.0025	0.0013	-0.0022
O	-0.0104	-0.0121	0.007
O	-0.0045	-0.0018	0.0031
O	-0.001	0.0002	-0.0011
O	-0.002	0.0011	0.0017
O	-0.0005	-0.0005	-0.0012
O	-0.0036	-0.0002	0.002
O	-0.0028	0.0007	0.0008
O	-0.0029	0.0025	-0.0011
O	-0.0011	-0.0007	-0.0009
O	-0.006	0.0078	0.0001
O	-0.0016	-0.0003	-0.0009
O	0.0002	0	-0.0013
O	0	0.0001	-0.0018
O	-0.0013	0.0004	-0.0005
O	-0.0017	-0.0003	0
O	0.0001	0.0006	0.0029
O	-0.003	-0.0017	0.0033
O	-0.001	0.0008	-0.0002
O	0.0005	-0.0011	-0.001
O	-0.0003	0.0012	-0.0005
O	-0.0009	-0.0005	-0.0008
O	-0.0013	-0.0002	-0.0011
O	-0.0016	0.001	0.0002
O	-0.0041	0.0025	-0.0023
O	-0.0036	0.001	0.0006
O	-0.0008	-0.0012	-0.0018
O	-0.0002	-0.0009	-0.0017
O	-0.0005	-0.0006	-0.0016
O	-0.0007	-0.0002	-0.0012
O	-0.0018	-0.0012	-0.0027
O	-0.0038	0.002	-0.001
O	-0.0024	-0.0006	0.0025
O	-0.0007	0.0007	-0.0004
O	0.0006	-0.0008	-0.0003
O	-0.0018	-0.0009	-0.0022
O	-0.004	-0.0001	0.0005
O	-0.0008	0.0006	-0.0001
O	-0.0033	-0.0005	0.0039
O	0.001	-0.0015	-0.0003
O	0.0284	-0.0056	-0.0063
O	-0.0026	0.0014	0.0015
O	-0.0011	-0.0016	-0.0016
O	0.0001	-0.0002	-0.0012
O	0.0023	-0.0001	0.0003
O	0.0016	0.0025	-0.0026
O	0.0001	-0.002	-0.0005
O	-0.0018	-0.0016	-0.0005
O	-0.0014	0.0007	-0.0009
O	-0.0008	-0.0005	-0.0012
O	0.0006	-0.0015	-0.0004
O	-0.0011	-0.0007	-0.001
O	-0.0022	-0.0008	-0.0012
O	-0.0008	-0.0005	-0.0015
O	-0.0097	-0.0101	0.0018
O	-0.0014	0.0001	0.0001
O	-0.0034	-0.001	-0.0043
O	-0.0008	-0.0003	0.0006
O	-0.0016	0.0009	-0.0001
O	-0.0022	0.0011	0.0018
O	-0.0002	0.0001	-0.0017
O	-0.001	-0.0002	-0.0007
O	-0.0009	-0.0004	-0.0018
O	0.0055	0.0033	0.0036
O	-0.0005	-0.0007	-0.0016
O	-0.0024	0.0016	0.0005
O	-0.002	0	0
O	-0.0013	-0.0029	0.001

The program warned: the cutoff lies below the one the program advises for these potential files; the forces do not sum to zero within the program's tolerance; the exchange-correlation potential is rough where the density is thin.
